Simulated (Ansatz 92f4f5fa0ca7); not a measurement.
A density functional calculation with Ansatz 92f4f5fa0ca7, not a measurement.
Periodic cell of 223 atoms, Si132O90B1, from a study of silicon, its oxide and their interface. The atomic structure is a simulated model.
Doubt: the cutoff is far below the 930 eV that the study's wrapper takes by default for these files, so forces and energies are approximate.
This geometry differs little from another in the collection (a relaxation step or a small displacement).

Settings: functional PBE; potential files Ansatz PAW; basis plane waves; wave-function cutoff 580 eV; density cutoff ratio 5; exchange-correlation grid ratio 1; k mesh 1 x 1 x 1, Gamma-centred; self-consistency stop 5e-08 eV per atom in the density residual; occupations fixed; spin none; net charge -1 e, with a uniform compensating background and no finite-size correction.

Cell vectors (angstrom)
a  10.938  0  0
b  0  10.938  0
c  0  0  32.1988

Atoms: element, x, y, z (angstrom)
Si  10.5835  0.2248  24.8779
Si  5.7381  10.6751  24.7515
Si  2.4812  2.9148  24.6553
Si  8.425  2.4649  24.8396
Si  0.2781  5.1643  24.7667
Si  5.1476  5.7476  24.7057
Si  2.9305  8.0055  24.6108
Si  7.9371  8.4325  24.7486
Si  1.3282  1.382  26.0474
Si  6.8435  1.3078  26.1303
Si  4.0437  4.1032  26.0091
Si  9.6087  4.0591  26.0961
Si  1.3957  6.8256  26.0141
Si  6.7631  6.8501  26.039
Si  4.1014  9.5331  26.008
Si  9.4639  9.5673  26.1618
Si  2.7275  -0.0083  27.3578
Si  8.1572  -0.0207  27.5748
Si  0.0097  2.7168  27.5045
Si  5.4424  2.7385  27.3875
Si  2.7246  5.4671  27.4519
Si  8.1831  5.4681  27.3672
Si  -0.0071  8.1794  27.3916
Si  5.4365  8.1975  27.4663
Si  4.0793  1.3583  28.7675
Si  9.5771  1.3537  28.8625
Si  1.3628  4.1059  28.8376
Si  6.8332  4.0997  28.7655
Si  4.0954  6.8195  28.8302
Si  9.5512  6.8197  28.767
Si  1.3681  9.5653  28.7552
Si  6.785  9.5433  28.8771
Si  0.0237  -0.0242  30.1816
Si  5.4249  0.003  30.1936
Si  2.7396  2.7247  30.1755
Si  8.1998  2.7481  30.1742
Si  -0.0298  5.4694  30.1715
Si  5.4808  5.4517  30.1752
Si  2.7219  8.216  30.1611
Si  8.2026  8.1729  30.1816
Si  1.381  1.3531  31.5561
Si  6.8216  1.3794  31.5225
Si  4.1124  4.0875  31.5449
Si  9.5696  4.0975  31.5691
Si  1.3478  6.8493  31.5112
Si  6.8469  6.8097  31.5623
Si  4.0791  9.5645  31.5763
Si  9.5792  9.5505  31.5358
Si  2.743  0.0142  0.7612
Si  8.1997  0.0029  0.6714
Si  0.0258  2.7299  0.7353
Si  5.4823  2.7267  0.7267
Si  2.7258  5.4911  0.6692
Si  8.199  5.4461  0.7534
Si  0.0055  8.195  0.7188
Si  5.4681  8.1779  0.7311
Si  4.1136  1.4031  2.1279
Si  9.5647  1.3459  2.0631
Si  1.4311  4.1133  2.0786
Si  6.8172  4.0907  2.1266
Si  4.1165  6.7732  2.096
Si  9.5791  6.8299  2.0877
Si  1.3815  9.5515  2.0941
Si  6.8348  9.5942  2.0575
Si  0.0134  0.0015  3.425
Si  5.497  0.0139  3.4753
Si  2.9331  2.9389  3.51
Si  8.1898  2.6821  3.4568
Si  0.035  5.4661  3.4359
Si  5.3384  5.3088  3.5395
Si  2.7748  8.1856  3.4502
Si  8.1839  8.2123  3.407
Si  1.4328  1.4872  4.6307
Si  6.8039  1.3855  4.9248
B  4.1762  4.073  4.7789
Si  9.571  4.0792  4.7583
Si  1.4671  6.7704  4.8229
Si  6.7409  6.847  4.7092
Si  4.1361  9.5737  4.8409
Si  9.5666  9.5438  4.8111
Si  2.7376  0.1209  6.0258
Si  8.1867  -0.051  6.2732
Si  0.0242  2.7099  6.0832
Si  5.3167  2.8846  6.0746
Si  2.99  5.2907  5.9322
Si  8.1365  5.4738  6.0031
Si  0.0457  8.1463  6.1589
Si  5.4928  8.205  6.2548
Si  3.8551  1.6113  7.5139
Si  9.8464  1.1384  7.4455
Si  1.7124  3.8429  7.2467
Si  6.5866  4.3988  7.408
Si  4.3312  6.5576  7.4762
Si  9.3523  6.9081  7.3563
Si  1.1519  9.9205  7.2688
Si  7.1674  9.1961  7.6512
O  8.3392  8.0729  7.9129
O  2.6852  2.6996  7.9471
O  9.5172  1.3486  24.2743
O  4.0445  6.8607  24.1277
O  0.025  0.0081  7.9472
O  5.5118  5.5179  8.0255
O  6.8506  9.5664  24.2011
O  1.3738  4.0592  24.1703
O  3.6534  7.2173  8.8762
O  1.1447  4.6559  8.551
O  9.7807  6.0174  8.7006
O  2.1743  9.4301  8.4679
O  7.4229  3.854  8.7385
O  4.3454  0.9619  8.9832
O  6.7414  9.5243  9.2176
O  9.2446  1.8726  8.8066
O  7.7157  3.1526  23.5221
O  10.5048  5.8386  23.4464
O  5.0932  0.4244  23.4
O  5.854  5.0851  23.3683
O  3.1105  2.2061  23.2824
O  2.289  8.7208  23.2352
O  8.6162  7.7439  23.404
O  0.2253  10.3474  23.5864
Si  4.3945  1.5675  22.4806
Si  3.494  7.9268  14.0198
Si  7.1165  0.968  14.6364
Si  0.938  9.3563  22.5343
Si  1.1693  4.3003  11.8396
Si  6.2726  8.9721  15.2954
Si  0.6581  1.3694  12.2994
Si  8.6201  4.9538  20.5165
Si  0.3147  5.7818  9.3415
Si  5.0976  3.12  17.9166
Si  0.8793  3.7458  16.734
Si  10.3928  2.843  19.2183
Si  5.2933  1.1689  10.3047
Si  0.8857  0.1754  19.8497
Si  6.6355  9.4538  10.8429
Si  9.3412  9.683  18.3117
Si  9.3987  9.2444  12.5432
Si  6.572  3.8441  22.6007
Si  2.3779  8.1086  9.3729
Si  10.5952  7.371  17.0716
Si  2.5143  6.2946  16.5739
Si  10.1816  4.4963  14.1618
Si  6.1418  9.1926  18.4968
Si  7.974  2.567  9.5496
Si  8.8638  2.1723  12.4156
Si  5.3468  6.2466  18.0514
Si  3.9259  0.5636  19.4686
Si  4.2699  3.8245  12.0095
Si  5.5447  6.5919  12.122
Si  8.0136  2.5003  17.1989
Si  4.3508  2.476  14.9396
Si  1.5272  1.2162  15.2472
Si  1.5908  9.4233  12.0326
Si  8.0579  6.8524  13.8433
Si  10.3794  9.8346  15.4693
Si  9.8073  7.0093  22.5667
Si  8.1172  5.4848  17.4103
O  6.0407  7.9485  11.2828
O  6.0326  9.2145  16.8785
O  7.6589  1.3956  13.1676
O  0.8584  1.7582  13.8739
O  9.4408  6.2499  16.886
O  6.7711  6.1946  13.1177
O  5.138  4.6582  18.5858
O  9.2217  2.1474  18.2631
O  2.3691  0.1016  19.0834
O  9.4081  10.2308  16.7501
O  2.7802  4.4303  11.6847
O  5.0675  10.3267  19.0931
O  9.4126  3.2537  13.4781
O  0.4511  1.7656  19.9512
O  3.1399  1.3619  15.0412
O  8.1589  5.3831  19.0253
O  3.897  6.6005  17.3868
O  4.5635  3.2805  16.364
O  9.0718  5.6763  14.3107
O  5.4589  2.7528  22.1395
O  10.6838  4.1496  15.6605
O  0.3262  3.8666  18.2673
O  10.4284  10.5182  19.2054
O  9.6476  10.0202  14.0115
O  10.8983  8.1249  22.0974
O  1.1949  2.1623  16.5283
O  9.721  3.7453  20.4045
O  8.1433  4.0344  16.6812
O  -0.0254  9.1081  11.8921
O  6.58  2.4108  17.9773
O  5.5496  10.6935  11.1676
O  7.7521  9.5991  18.833
O  10.0089  1.0345  12.0526
O  1.0226  7.2353  9.2727
O  0.6231  4.7698  13.3175
O  5.7112  7.6287  18.964
O  5.2332  5.0786  11.5081
O  2.7212  6.9844  15.1152
O  0.9146  2.7275  11.4562
O  0.858  10.685  15.5445
O  2.4854  8.67  10.904
O  4.6966  2.4232  11.2329
O  4.2477  3.4917  13.6478
O  2.1983  4.6865  16.493
O  10.7048  8.2478  15.6905
O  6.9356  10.298  14.6446
O  2.3387  8.9419  13.4258
O  8.0371  1.5302  15.8809
O  4.1352  6.9824  12.8601
O  4.1787  2.0133  18.7136
O  7.2874  4.4213  21.2674
O  8.421  2.9728  11.0745
O  1.1868  6.8745  17.3581
O  5.6441  1.5622  14.7641
O  8.1226  9.749  11.5865
O  9.21  6.2821  21.2405
O  8.9772  7.7097  12.8369
O  1.649  0.1321  11.9122
O  6.6554  6.1522  17.052
O  7.3998  7.8072  15.015
O  1.2063  10.2914  21.2246
O  10.0325  8.2042  18.3476
O  3.958  0.8569  21.0788
O  0.2821  5.2687  10.8823
O  6.7677  1.5013  9.7052
O  4.7791  8.7108  14.6746

Results
free energy: -135250.504 eV
free energy less fixed offsets of B -154.04, O -568.88, Si -635.61 eV per atom: 3.256 eV

Forces (eV/angstrom), in the order of the atoms: element, x, y, z
Si  0.0079  -0.0131  -0.0454
Si  -0.0068  0.0093  -0.0408
Si  0.013  -0.0084  -0.0409
Si  -0.01  0.007  -0.0417
Si  -0.0103  0.0098  -0.0402
Si  0.0103  -0.0111  -0.0362
Si  -0.0089  0.0113  -0.0426
Si  0.0077  -0.0077  -0.0412
Si  0.0007  -0.0052  0.0053
Si  -0.0074  0.0058  0.0029
Si  -0.0002  -0.0012  0.0079
Si  -0.004  0.0029  0.0045
Si  0.001  -0.0006  0.0066
Si  0.0009  -0.0003  0.0063
Si  -0.0003  0  0.0075
Si  0.0077  -0.0038  0.002
Si  0.0004  0.0013  0.0158
Si  0.0057  0.002  -0.0218
Si  0.001  -0.0027  -0.0166
Si  0  0.0029  0.0144
Si  -0.0008  -0.003  -0.004
Si  -0.0022  0.0037  0.0143
Si  -0.001  0.0031  0.0126
Si  0.0039  0.0024  -0.0115
Si  -0.0008  -0.0027  -0.0169
Si  0.0073  0.0013  0.0334
Si  -0.0001  0.016  0.0224
Si  -0.0017  -0.0017  -0.0177
Si  -0.0017  0.0015  0.0137
Si  0.0006  -0.0057  -0.0132
Si  0.0053  -0.0006  -0.0176
Si  -0.0255  -0.0094  0.0367
Si  -0.0093  0.0042  -0.0038
Si  0.0076  -0.0113  -0.0031
Si  -0.0035  -0.0017  -0.0053
Si  0.0043  0  0.0025
Si  0.0052  -0.0117  0.0018
Si  -0.0014  0.0054  -0.0051
Si  0.005  -0.0036  0.006
Si  -0.0029  0.0073  -0.0069
Si  0.0017  0.001  -0.0045
Si  0.0025  -0.0051  -0.0014
Si  0.0003  -0.0015  -0.0001
Si  0.0035  -0.0011  -0.0092
Si  -0.004  0.0061  0.0034
Si  -0.001  0.0001  -0.0058
Si  0.005  0.0027  -0.0121
Si  -0.0015  0.0004  0.0025
Si  0.0017  0.0013  0.002
Si  -0.0077  0.0025  0.0054
Si  0.002  0.0078  0.0051
Si  0.0039  -0.0026  0.0037
Si  -0.0012  0.0009  0.0074
Si  -0.006  -0.0056  0.0043
Si  0.011  -0.0056  0.0017
Si  -0.0087  -0.0018  0.0046
Si  0.0063  0.0163  0.0084
Si  0.0002  -0.0047  0.0033
Si  0.0083  -0.0031  0.0114
Si  -0.0247  -0.0017  0.0201
Si  -0.0012  0.0009  0.0152
Si  0.0003  0.0076  0.0039
Si  -0.0154  0.0034  0.0041
Si  0.0113  -0.0049  0.0019
Si  0.0061  -0.0064  0.0054
Si  0.0227  0.0192  0.0275
Si  0.0467  0.0356  0.1177
Si  -0.0282  -0.0355  0.017
Si  0.0213  0.0178  0.0119
Si  -0.097  -0.101  0.1422
Si  0.0007  -0.0064  0.015
Si  -0.0099  0.0008  0.0083
Si  -0.0118  -0.0292  -0.0198
Si  0.0054  0.0014  -0.0846
B  0.0179  0.1138  -0.5335
Si  0.005  0.0151  0.0064
Si  -0.0115  0.0106  -0.0598
Si  0.0185  0.0109  -0.0045
Si  -0.0106  -0.0069  -0.0099
Si  -0.0034  0.0126  -0.0339
Si  0.0229  0.024  -0.0225
Si  0.0011  -0.0019  0.0216
Si  0.006  -0.005  -0.0109
Si  0.0968  -0.103  0.163
Si  -0.0744  0.0333  0.1622
Si  -0.0233  -0.0046  -0.0298
Si  0.0028  -0.0258  0.0083
Si  0.0129  0.0031  -0.0155
Si  0.0198  0.014  0.0856
Si  -0.0324  0.0041  0.0556
Si  0.0396  0.0644  0.0957
Si  -0.0413  -0.0093  0.0716
Si  0.0003  -0.0309  0.0706
Si  0.003  0.0108  0.0507
Si  0.01  0.0046  0.0534
Si  -0.0142  0.0208  0.0739
O  0.0232  -0.032  0.0011
O  -0.047  0.0115  -0.0131
O  -0.0003  0.0017  0.0094
O  -0.0019  0.0025  0.007
O  0.0084  0.001  -0.023
O  0.0154  0.0196  -0.0052
O  0.0006  -0.0005  0.0081
O  -0.0007  -0.001  0.0082
O  -0.0043  -0.0018  -0.0777
O  -0.0615  0.0379  -0.013
O  0.0272  0.0092  -0.0341
O  -0.0092  0.0016  -0.0364
O  -0.0296  0.0291  -0.0839
O  -0.0441  0.0101  -0.0939
O  0.0085  -0.0065  -0.1124
O  0.033  -0.0251  -0.0548
O  0.0314  -0.0253  0.0453
O  0.0245  -0.0275  0.0408
O  0.0223  -0.0276  0.0435
O  -0.0219  0.0277  0.0346
O  -0.0296  0.023  0.0396
O  0.03  -0.024  0.0364
O  -0.0288  0.0239  0.0402
O  -0.0185  0.0254  0.0466
Si  0.0012  -0.0037  -0.0569
Si  0.0024  -0.0002  0.0116
Si  -0.0056  -0.0061  0.0055
Si  -0.0071  0.0148  -0.0511
Si  -0.0066  -0.0123  0.0055
Si  0.0029  0.0047  -0.0065
Si  -0.0071  0.0041  -0.0001
Si  0.0124  -0.0149  -0.0271
Si  0.0728  -0.0767  0.0129
Si  0.0036  0.0063  0.0049
Si  0.0079  0.0046  -0.0032
Si  0.0013  -0.0039  -0.0089
Si  0.0166  0.0106  0.0615
Si  -0.0173  0.0186  -0.0192
Si  0.0168  -0.0238  0.0604
Si  -0.0064  -0.0085  0.0018
Si  0.0108  -0.0092  0.0101
Si  0.0009  0.0017  -0.0464
Si  -0.004  0.0238  0.0659
Si  0.0019  0.001  0.0002
Si  -0.0019  -0.0009  0.0094
Si  -0.0051  0.0124  0.0064
Si  0.0068  -0.0084  0.0114
Si  0.0009  -0.014  0.0712
Si  0.0106  -0.0191  0.0285
Si  -0.004  0.003  0.0092
Si  0.0086  -0.0054  -0.0321
Si  -0.0058  0.0205  0.0048
Si  -0.0025  -0.0126  -0.0007
Si  -0.0015  0.0052  0.0001
Si  0.0002  -0.0139  0.0106
Si  0.007  -0.0071  0.0078
Si  -0.033  0.021  0.0243
Si  0.0074  0.0038  -0.0045
Si  0.0041  -0.0078  0.0079
Si  0.0014  -0.0037  -0.0451
Si  -0.0036  0.0051  -0.017
O  0.0076  0.0267  -0.0059
O  -0.0006  -0.0008  -0.002
O  0.0128  0.0111  -0.0115
O  -0.0095  0.0032  -0.0204
O  -0.0025  -0.0042  0.0018
O  -0.0219  0.0015  -0.0033
O  0.0002  -0.0053  -0.0062
O  0.0083  0.002  0.0024
O  -0.0026  0.0002  0.0056
O  0.0008  0.0027  0.0022
O  -0.0012  0.004  0.0113
O  -0.0112  0.0124  -0.0008
O  -0.0071  -0.014  -0.0039
O  0.0049  -0.0044  -0.0058
O  0.0002  0.0038  0.0029
O  0.0064  -0.0042  0.0249
O  -0.0021  0.0003  -0.0062
O  -0.0019  -0.0016  -0.0024
O  0.0003  -0.0014  0.008
O  0.0024  0.0029  0.0068
O  -0.0036  0.0008  -0.0093
O  -0.006  -0.0049  0.0013
O  0.016  0.0065  0.0035
O  -0.0055  -0.0025  -0.0154
O  -0.0024  -0.0037  0.0047
O  -0.0016  -0.0004  -0.0027
O  -0.0114  0.0153  0.0033
O  0.001  -0.0025  0.0052
O  0.016  -0.0022  0.0065
O  -0.0008  -0.0009  -0.0045
O  -0.0024  0.0167  -0.0084
O  -0.0011  0.0021  -0.0082
O  -0.0027  0.0036  0.01
O  0.0062  -0.0737  -0.0281
O  0.0173  -0.0078  -0.0245
O  0.0011  0.0043  -0.0107
O  -0.0004  -0.0118  0.0128
O  0.0044  0.0062  -0.0091
O  0.001  0.0095  0.0122
O  0.0002  0.0044  -0.0007
O  0.0209  -0.0413  -0.0705
O  0.0136  -0.0391  -0.0143
O  -0.0007  0.0145  -0.0237
O  -0.005  -0.0026  0.0004
O  -0.001  0.0048  0.0033
O  0.0025  0.004  0.0074
O  -0.0098  0.0081  -0.0098
O  -0.0014  -0.003  -0.0032
O  0.0156  -0.0101  -0.0027
O  -0.0069  -0.0115  0.0058
O  -0.0264  -0.014  0.0269
O  -0.0188  0.0048  -0.0498
O  0.0006  0.0005  -0.0047
O  -0.0002  0.0025  0.0053
O  -0.0384  0.0068  -0.0143
O  0.0148  0.0268  0.0255
O  0.0024  0.0115  0.0052
O  0.0102  -0.0037  0.005
O  0.0048  -0.0005  0.0013
O  0.0037  -0.0079  0
O  -0.0007  -0.0329  0.0433
O  -0.0013  0.0034  -0.0024
O  0.0101  0.0203  0.0493
O  0.0079  0.0369  -0.1081
O  0.0113  0.0144  -0.0123
O  -0.0086  -0.0038  0.0005

The program warned: the cutoff lies below the one the program advises for these potential files; the forces do not sum to zero within the program's tolerance; the exchange-correlation potential is rough where the density is thin.
